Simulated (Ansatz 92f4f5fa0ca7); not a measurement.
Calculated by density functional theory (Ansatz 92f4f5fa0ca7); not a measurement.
Periodic cell of 228 atoms, Si140O88, from a study of silicon, its oxide and their interface. The atomic structure is a simulated model.
This geometry differs little from another in the collection (a relaxation step or a small displacement).

Settings: functional r2SCAN; potential files Ansatz PAW; basis plane waves; wave-function cutoff 800 eV; density cutoff ratio 5; exchange-correlation grid ratio 1; k mesh 1 x 1 x 1, shifted by 0.5 0.5 0 of a step; self-consistency stop 1e-10 eV per atom in the density residual; occupations fixed; spin none; net charge 0.

Cell vectors (angstrom)
a 10.888 0 0
b 0 10.888 0
c 0 0 33.1898

Atoms and the computed forces on them: element, x, y, z (angstrom), force x, y, z (eV/angstrom)
Si 0.3624 -0.6013 0.1903 -0.012 0.0067 -0.0137
Si 2.1429 2.8218 -0.0252 -0.0074 -0.0033 -0.0417
Si 0.0272 5.1915 0.1633 -0.0015 0.0006 -0.0383
Si 2.1125 8.515 0.193 0.0075 -0.0095 -0.0203
Si 5.637 -0.3069 0.1187 -0.0019 -0.0001 -0.0324
Si 6.7213 1.2823 1.4521 -0.0003 0.0012 -0.0014
Si 6.1348 5.107 -0.4655 0.0026 0.0087 -0.0469
Si 7.9557 8.4023 0.1421 0.0044 -0.0028 -0.0322
Si 1.2568 1.1997 1.4095 0 -0.0015 0.0043
Si 3.858 3.8916 1.2211 0.0106 0.0057 -0.0043
Si 1.1988 6.7799 1.4625 -0.0007 0.0041 0.0001
Si 3.9711 9.4496 1.3423 0.0001 0.0038 -0.0038
Si 8.0368 2.6401 0.1025 0.0012 0.0012 -0.0258
Si 9.4733 3.922 1.462 -0.0045 0.0013 0.0007
Si 6.8437 6.6633 1.2217 -0.0012 -0.0042 0.0042
Si 9.5066 9.468 1.5072 0.0019 0.0001 0.0013
Si -0.0527 2.5898 2.8034 -0.0015 -0.004 -0.0002
Si 2.7281 -0.029 2.7709 -0.0001 0.0008 0.0019
Si -0.1065 8.0842 2.8847 -0.0006 0.0031 0
Si 2.6728 5.3764 2.6743 0.004 0.0035 0.002
Si 5.3183 2.6887 2.6898 0.0018 0.003 0.0025
Si 8.1362 -0.0185 2.8001 0.0031 0.0031 0.001
Si 5.3781 8.0035 2.6055 0.0015 -0.0023 0.0009
Si 8.1343 5.3778 2.7277 -0.0021 0.0014 -0.0063
Si 1.3351 4.0173 4.071 0.0008 -0.0018 0.0076
Si 4.0521 1.3372 4.128 -0.0019 0.001 -0.0001
Si 1.3276 9.4985 4.1174 0.0003 -0.0003 -0.0019
Si 4.0424 6.7304 4.0533 -0.0002 0.0004 0.0017
Si 6.7207 4.053 4.0517 -0.0005 -0.0007 0.001
Si 9.471 1.3136 4.1853 0.0016 -0.0013 -0.0019
Si 6.746 9.4181 4.0158 -0.0006 -0.0006 -0.0032
Si 9.4463 6.7112 4.1734 -0.0019 0.0018 0.0015
Si -0.0187 -0.0275 5.4982 -0.0017 0.0003 -0.0012
Si 2.7018 2.7096 5.4689 -0.0013 0.001 0.0015
Si -0.0023 5.3875 5.4586 -0.0004 -0.0012 0.0022
Si 2.7209 8.1345 5.43 -0.0022 0 0.002
Si 5.4451 -0.0511 5.4152 0.0014 0.001 -0.0015
Si 8.1115 2.7296 5.453 -0.001 0.0016 0.0023
Si 5.4166 5.4284 5.447 -0.0002 0.0004 0.0021
Si 8.1126 8.1401 5.4559 -0.0037 0.0009 0.001
Si 1.3416 1.3635 6.8273 -0.0013 0.0019 0.0015
Si 4.073 4.0802 6.815 -0.0017 0.0016 0.0015
Si 1.362 6.7837 6.7959 -0.0012 0.0017 -0.0005
Si 4.0725 9.5192 6.7897 -0.0002 0.0007 -0.002
Si 6.7913 1.3366 6.796 -0.0013 -0.0006 0.0002
Si 9.5078 4.0693 6.8145 -0.0001 0.0013 0.0005
Si 6.7749 6.805 6.8183 0.0005 0.0028 -0.0004
Si 9.4947 9.4966 6.8203 -0.0002 0.0011 0.001
Si 0.0028 2.7454 8.1813 -0.0011 0.0003 0.0006
Si 2.7358 0.0202 8.1512 -0.0006 0.0015 -0.0003
Si 0.0194 8.1704 8.1516 -0.0015 0.0012 0.001
Si 2.7391 5.4618 8.1759 -0.0001 -0.0003 0.0011
Si 5.4592 2.7336 8.1546 -0.0001 0.0004 0
Si 8.1727 0.0164 8.1725 -0.001 0.001 0.0003
Si 5.4464 8.1993 8.1663 -0.0016 0.0011 0.0018
Si 8.1921 5.4813 8.154 0.0002 -0.0001 0.0001
Si 1.3811 4.1124 9.5398 -0.0005 0.0005 0.0029
Si 4.0798 1.4074 9.5092 -0.0023 -0.0005 0.0004
Si 1.3813 9.5528 9.5012 -0.0011 0.0014 0.0006
Si 4.1024 6.848 9.5202 -0.0005 -0.0001 0.0008
Si 6.8383 4.125 9.4895 -0.0001 0.0007 -0.0008
Si 9.5541 1.3757 9.5248 -0.0006 0.001 0.0015
Si 6.7867 9.5838 9.5367 0.001 0.0005 0.0027
Si 9.5712 6.8268 9.5251 -0.0002 0.0024 0.0035
Si 0.0786 0.0583 10.8795 0.0003 0.001 -0.0019
Si 2.7629 2.7749 10.9078 -0.0006 -0.0017 0.0039
Si 0.0808 5.5086 10.9129 -0.0001 0.0016 0.0024
Si 2.763 8.2344 10.869 -0.0016 0.0029 -0.0029
Si 5.4177 0.09 10.8989 0.001 0.0006 0.0032
Si 8.2153 2.7864 10.8381 0.0003 0 0.0027
Si 5.4941 5.5017 10.853 -0.0012 -0.0003 -0.0014
Si 8.2122 8.2333 10.8294 -0.0002 -0.0022 0.0032
Si 1.4545 1.3924 12.3015 -0.0019 -0.0003 0.0017
Si 4.1346 4.1782 12.2357 0.002 0.0036 -0.0013
Si 1.4771 6.8887 12.2741 -0.0011 0.0001 -0.0019
Si 4.0395 9.6332 12.2739 -0.0016 -0.0026 0.0006
Si 6.7847 1.5201 12.1831 -0.001 0.0032 -0.0005
Si 9.6217 4.0961 12.2102 -0.0007 0.001 0.0036
Si 6.8636 6.887 12.1809 -0.0018 0.002 -0.0005
Si 9.5753 9.5989 12.1768 0.0038 0.0022 -0.0031
Si 0.1303 2.791 13.628 0.002 -0.0001 -0.007
Si 2.7552 0.077 13.8034 -0.0012 -0.0016 -0.0025
Si 0.0889 8.2827 13.5465 -0.0034 0.0024 -0.0035
Si 2.9037 5.577 13.6698 -0.0043 -0.0016 0.0038
Si 5.4851 2.886 13.6388 0.0011 0.0002 -0.0042
Si 8.1984 0.166 13.4072 0.0014 0.0006 0.0058
Si 5.4977 8.3015 13.4972 -0.0016 0.0043 0.0069
Si 8.2529 5.4948 13.4701 -0.0041 -0.0039 -0.0004
Si 1.5412 4.177 14.9763 -0.0007 0.0004 0.0026
Si 4.2425 1.4794 15.0921 -0.0005 0.0027 -0.0044
Si 1.1624 9.7041 15.118 -0.0026 0.0001 -0.0025
Si 4.3596 6.9522 15.0277 -0.0209 0.0151 0.0198
Si 6.8854 4.3164 14.9442 -0.0004 -0.0007 -0.0011
Si 9.4952 1.4786 14.8446 -0.0006 0.0031 -0.0019
Si 6.8605 9.7257 14.7594 0.0022 -0.0005 -0.0033
Si 9.6547 6.8131 14.7635 0.0027 0.0004 -0.0023
Si -0.6842 -0.2381 16.2707 -0.0013 0.0039 0.0348
Si 2.7983 2.7705 16.4218 -0.0001 0.0006 0.0439
Si 0.2057 5.6374 16.211 0.0056 0.0067 0.0081
Si 2.049 8.2156 16.6585 0.0082 -0.0181 0.0414
Si 5.9922 0.417 16.3034 -0.0047 -0.006 0.0349
Si 8.0892 2.7814 16.1708 -0.0022 0.0023 0.0326
Si 6.1304 6.098 16.3324 -0.004 0.0008 0.0453
Si 8.2715 8.2906 15.8685 -0.0019 -0.0002 0.0209
Si -10.0875 18.7299 29.1243 -0.0006 -0.0019 -0.048
Si 5.4784 15.0594 25.0962 0.0041 0.0002 -0.0048
Si 3.3038 29.7122 30.5675 0.0085 -0.0037 -0.0662
Si 0.9136 15.954 22.8858 0.0064 -0.0032 0.0242
Si 14.1745 22.9504 28.5095 0.0067 0.0073 -0.0405
Si 17.3826 12.2743 24.3675 -0.0013 0.0035 0.009
Si 9.9316 7.0128 24.3748 -0.0025 -0.002 0.0057
Si 23.1401 15.6605 28.4599 0.0002 -0.001 -0.0426
Si -13.8594 32.0495 29.071 -0.0027 -0.0081 -0.048
Si 13.5651 11.8159 20.308 0.0042 -0.0087 0.0537
Si 15.6423 -2.9367 21.289 0.0039 0.0055 0.0386
Si -1.1342 11.8439 31.1476 -0.0004 0.0022 -0.068
Si 2.4771 7.6619 19.3942 0.0018 -0.0104 0.0672
Si -5.5116 5.9904 29.7782 -0.0052 0.002 -0.0584
Si 11.9131 10.5368 22.5295 -0.0066 -0.0043 0.0295
Si 19.6391 11.5005 26.4778 0.0056 0.0023 -0.0186
Si 10.1242 4.3444 17.9626 0.0024 -0.0014 0.0463
Si 3.6076 6.3311 23.6278 -0.0026 -0.0026 0.015
Si 21.1102 3.235 26.548 -0.005 -0.0039 -0.0186
Si 15.0352 14.0673 19.2316 0.004 -0.0045 0.0525
Si 20.4366 8.8173 21.791 0.0002 0.0035 0.0305
Si 5.0639 10.3951 30.471 0.0018 -0.0036 -0.0692
Si -13.8888 -3.7191 28.7314 -0.0008 0.0017 -0.0492
Si 4.8822 -4.9238 19.1615 -0.01 0.0118 0.0545
Si -4.1699 21.266 21.7271 0.0073 -0.0049 0.0358
Si -10.2362 1.5723 18.1643 0.0087 -0.0001 0.0528
Si -5.4769 11.438 19.1966 0.0015 -0.0003 0.0642
Si 4.2238 -6.9696 27.851 -0.0054 -0.0077 -0.0282
Si 13.3082 -23.6946 24.6939 0.0032 0.0002 -0.0004
Si 22.9682 2.2041 24.1412 0.0026 -0.0006 0.0062
Si -0.295 6.3422 20.3205 0.0028 0.0135 0.0609
Si 1.3715 2.4724 30.3306 0.0011 0.0079 -0.0632
Si 10.8459 19.9757 26.4743 0.0019 -0.002 -0.0275
Si 8.0965 5.5467 25.9942 0.0006 -0.0088 -0.0174
Si -1.2816 6.9593 31.0852 0.0084 0.004 -0.0643
Si 3.6527 -10.191 25.4144 0.0029 -0.0028 -0.0203
O 4.645 -6.1949 0.0142 -0.0102 -0.0084 0.0178
O 5.2776 -6.0985 -4.4842 0.0056 0.0092 0.0247
O 2.2582 -2.4247 -3.7369 0.0096 -0.0029 0.0285
O 8.7534 3.6193 -15.7578 -0.0037 -0.0034 -0.0223
O 9.7719 8.1079 -9.9698 -0.0016 0.0026 -0.012
O -10.9429 7.8268 -2.6949 -0.014 -0.0063 0.0345
O 2.3263 2.2238 -1.5532 0.0096 0.0019 0.0514
O -1.8592 0.1722 -3.2507 0.0151 0.0143 0.0363
O 4.7048 3.5283 -6.828 -0.0053 -0.0005 0.0141
O 1.4691 -1.5855 -7.2357 -0.0046 -0.0024 0.0076
O -4.3114 5.1221 -7.4188 0.0025 -0.0012 0.0059
O 17.984 3.7986 -0.5753 0.0061 -0.0065 0.0109
O -13.0909 1.6629 -1.0439 -0.0137 0.0145 0.0346
O 11.1108 14.8677 -5.5391 0.0107 0.0052 0.0192
O 6.5254 -0.5152 -3.3475 -0.0119 0.0013 0.0265
O -7.4632 3.4632 17.7868 -0.0157 -0.0081 -0.0437
O 5.7233 -5.2568 17.8365 0.0101 -0.0007 -0.0549
O 5.6497 21.5645 17.7834 0.0028 0.0025 -0.044
O 4.6152 17.943 22.6134 0.0018 0.0047 -0.0186
O 1.7226 12.5317 16.9456 0.012 0.0068 -0.025
O 1.1831 6.8367 16.7937 -0.002 0.0056 -0.0232
O 21.8931 -5.0606 24.0832 0 -0.0036 -0.0061
O -20.2762 25.806 29.8929 0.0035 -0.0144 0.0271
O 12.459 -1.6441 23.3431 0.001 0.005 -0.0095
O 3.4154 -4.3824 18.7544 0.0045 -0.0016 -0.0213
O 25.9015 24.314 28.6634 -0.0059 -0.0035 0.0139
O 9.0716 4.2638 26.0808 0.0024 0.0012 0.0062
O 11.3995 11.7592 23.484 0.0032 -0.0045 -0.0069
O 17.6931 9.4921 32.9057 -0.0002 0.0018 0.0144
O 10.3972 11.425 17.7022 -0.0103 -0.0084 -0.0272
O 13.0901 8.7403 18.2066 -0.0078 0.0073 -0.048
O 10.7061 13.0336 30.6166 -0.0079 -0.0096 0.0217
O 1.1502 -7.4146 23.1198 0.0005 -0.0002 -0.0051
O -7.357 7.9176 16.07 0.0029 -0.0151 -0.0318
O 0.0714 19.6822 28.0532 0.0042 -0.0072 0.0273
O 0.3097 13.5961 25.3821 0.0025 0.0002 0.0065
O -19.4024 5.7418 22.7699 -0.0012 -0.0034 -0.0078
O 9.6241 7.6003 20.7066 0.0029 -0.0142 -0.0195
O 1.8186 12.3633 29.123 -0.0092 0.0043 0.0238
O 16.9363 16.5171 31.1974 0.0074 -0.0095 0.0543
O -3.6289 18.1492 16.6785 0.0072 0.0069 -0.0201
O 0.9453 6.3214 28.5844 0.0023 0.007 0.0168
O 15.2993 15.9904 24.3076 0.003 -0.0014 -0.001
O 5.5467 7.0658 20.1603 -0.0011 -0.012 -0.0295
O 9.8942 16.2966 19.1846 -0.0026 -0.0217 -0.0447
O 11.9809 17.8905 19.8524 0.0117 0.0051 -0.0288
O 13.5895 12.6537 24.6077 0.0032 -0.0019 -0.0007
O 3.2013 22.4933 26.968 -0.0013 0.0034 0.0235
O 4.0165 10.9692 29.4128 0.0107 -0.0093 0.0209
O 13.1605 0.2924 21.7223 0.0063 0.0082 -0.0283
O 15.4589 -1.9944 30.7904 -0.0003 -0.0001 0.0211
O 20.7537 10.3448 26.1594 -0.0008 0 0.0072
O -2.5866 41.3911 28.796 0 0.0016 0.0184
O 7.7483 0.0713 27.6171 -0.0006 -0.0056 0.024
O 13.4124 18.6816 31.965 -0.0137 0.0075 0.0525
O -7.8569 7.4615 24.671 0.0022 -0.0012 -0.0032
O -7.6052 8.2932 20.6596 -0.0097 -0.0047 -0.0222
O 1.3336 0.8755 19.434 -0.0137 0.0096 -0.0297
O 27.01 0.9506 25.2679 0.0023 -0.0014 0.0024
O -2.1247 6.3595 29.8379 0.0091 -0.0025 0.0338
O 1.1349 4.0885 32.8808 -0.0012 0.0025 0.0215
O 4.682 15.4277 19.9017 -0.0014 0.0017 -0.0269
O 3.9371 10.9868 19.717 0.0042 0.0019 -0.0155
O 9.221 -1.5067 16.6903 -0.0049 -0.0026 -0.0155
O -5.3526 9.2731 21.7606 -0.0019 -0.0009 -0.0148
O 10.3447 18.6398 25.7385 -0.0023 -0.0013 0.0036
O 11.0377 13.9706 18.4924 -0.0107 0.01 -0.0246
O 21.6046 -0.9439 21.607 0.0003 0 -0.0087
O 3.5617 10.0931 24.7911 -0.0026 0 -0.0008
O 8.4911 17.2474 24.6564 0.003 -0.0017 0.0029
O 17.4436 22.0073 20.2919 -0.0098 0.0079 -0.0313
O -0.7271 5.7691 32.021 0.0118 -0.0154 0.0411
O -2.7002 -4.3986 27.3028 0.0005 0.0062 0.0219
O -4.6723 -7.882 24.2017 0.0003 0.0003 -0.0011
O -1.4008 -8.9781 27.1028 0.0028 -0.0026 0.0072
O 3.1464 -8.3991 20.3164 0.0073 0.0069 -0.0228
O 27.149 2.1556 18.9666 0.0006 0.0028 -0.0157
O 14.7626 28.2907 30.0588 -0.0008 0.0056 0.018
O 13.6811 4.6659 27.7027 -0.0007 -0.0038 0.0145
O 7.8758 1.0419 25.169 0.0011 -0.0047 0.0039
O 10.6863 -0.1271 31.91 0.0134 -0.0127 0.0339
O 19.0254 9.602 21.7653 -0.002 0.0004 -0.0093
O -2.2403 7.9395 31.9308 -0.0081 0.0099 0.0389
O 5.0965 0.3138 31.8819 0.0038 0.0019 0.0493
O 10.9289 -5.5463 21.553 -0.0041 0.0056 -0.0237
O 6.565 11.4645 22.9437 -0.001 -0.0057 -0.014
O 6.3125 -3.7849 29.0795 -0.0055 -0.0042 0.0213
O -3.8125 1.5974 16.6872 0.0048 0.0079 -0.0148

Results
free energy: -139742.342 eV
free energy less fixed offsets of O -570.45, Si -639.56 eV per atom: -4.342 eV

The program warned: the cutoff lies below the one the program advises for these potential files; the forces do not sum to zero within the program's tolerance; empty levels may hold ghost states of the PAW files; the exchange-correlation potential is rough where the density is thin.
